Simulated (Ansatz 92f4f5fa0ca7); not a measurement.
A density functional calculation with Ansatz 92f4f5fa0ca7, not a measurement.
Periodic cell of 211 atoms, Si128O83, from a study of silicon, its oxide and their interface. The atomic structure is a simulated model.
Doubt: the cutoff is far below the 930 eV that the study's wrapper takes by default for these files, so forces and energies are approximate.
This geometry differs little from another in the collection (a relaxation step or a small displacement).

Settings: functional PBE; potential files Ansatz PAW; basis plane waves; wave-function cutoff 580 eV; density cutoff ratio 5; exchange-correlation grid ratio 1; k mesh 1 x 1 x 1, Gamma-centred; self-consistency stop 5e-08 eV per atom in the density residual; occupations fixed; spin none; net charge 0.

Cell vectors (angstrom)
a	10.938	0	0
b	0	10.938	0
c	-3.7813	3.5323	30.7735

Atoms and the computed forces on them: element, x, y, z (angstrom), force x, y, z (eV/angstrom)
Si	6.5599	12.2776	23.3554	-0.0016	0.0158	0.0204
Si	4.7514	13.862	23.2916	0.0117	-0.0165	0.0177
Si	7.5562	6.5516	22.8737	-0.031	-0.012	-0.0077
Si	-0.3285	8.5345	23.455	0.0132	0.0171	-0.0095
Si	2.3644	11.0503	23.3528	-0.0036	0.0012	-0.0016
Si	9.8836	15.3641	22.8944	-0.0236	-0.0066	-0.004
Si	1.3064	6.7509	23.441	-0.0026	-0.0201	0.0028
Si	5.7698	10.4225	24.6033	-0.0097	-0.0061	0.0133
Si	8.4586	13.0944	24.4821	-0.0171	-0.0169	0.0291
Si	5.6184	4.7371	24.5717	-0.0068	0.0015	0.0143
Si	8.6584	7.7533	24.5593	-0.0163	-0.012	0.0182
Si	0.5431	10.3071	24.6827	0.0019	-0.0115	-0.0062
Si	3.0587	12.9518	24.5964	0.001	-0.0033	0.0092
Si	11.2	16.0212	24.7209	0.0004	0.0024	-0.0073
Si	3.0407	7.6474	24.7327	-0.0009	0.006	0.0058
Si	4.44	11.7324	26.0703	-0.0004	0.0032	-0.0024
Si	7.1926	14.4968	25.9518	0.0007	0.0027	0.0014
Si	4.3895	6.185	25.9813	-0.0004	-0.0041	0.0055
Si	7.1907	9.0431	25.9014	0.0071	0.002	-0.0049
Si	9.915	11.722	25.8368	-0.0075	0.0102	0.0089
Si	12.5804	14.4363	25.8741	0.0016	0.0029	0.0023
Si	9.8009	17.2627	26.0854	0.0073	-0.0017	-0.0129
Si	1.7394	8.9854	26.1685	-0.0065	-0.0136	0.0001
Si	3.0903	10.3853	27.4358	-0.0042	-0.0039	0.0092
Si	5.8245	13.127	27.358	0.0001	0.0003	0.0098
Si	3.0048	4.8464	27.3329	0.004	0.0038	0.0024
Si	5.8027	7.625	27.2912	-0.0002	-0.0018	0.0019
Si	8.5454	10.3877	27.3043	0.0027	0.004	0.005
Si	11.2326	13.0875	27.2916	-0.0007	-0.0018	0.0046
Si	8.4949	15.8349	27.3905	0.0022	0.0048	0.0104
Si	11.2379	7.6308	27.4156	0.0049	0.0078	0.006
Si	4.4222	9.0013	28.7225	0.446	-0.239	0.0864
Si	7.1567	11.7358	28.7225	0.2512	0.0001	-0.1238
Si	4.4222	3.5323	28.7225	-0.034	0.0121	-0.0671
Si	7.1567	6.2668	28.7225	-0.2249	0.1676	0.0513
Si	9.8912	9.0013	28.7225	-0.1819	0.2815	0.1454
Si	12.6257	11.7358	28.7225	-0.2209	0.2426	-0.0146
Si	9.8912	14.4703	28.7225	0.0639	-0.1244	-0.1621
Si	12.6257	17.2048	28.7225	-0.1033	-0.3133	0.0965
Si	5.7894	10.3685	30.0897	0.035	-0.2151	-0.0122
Si	8.5239	13.103	30.0897	0.0606	0.0266	0.0099
Si	5.7894	4.8995	30.0897	-0.0318	0.162	-0.0036
Si	8.5239	7.634	30.0897	-0.1156	0.0449	-0.0032
Si	11.2584	10.3685	30.0897	-0.0186	0.0909	0.0088
Si	3.0549	13.103	30.0897	-0.0831	-0.0231	0.004
Si	11.2584	15.8375	30.0897	0.0263	-0.0716	0.0107
Si	3.0549	7.634	30.0897	0.1345	-0.0157	-0.026
Si	8.2035	8.2035	0.6835	0.0161	0.0244	-0.0388
Si	10.938	10.938	0.6835	-0.0003	-0.0808	-0.0286
Si	8.2035	2.7345	0.6835	-0.0294	-0.1029	0.045
Si	10.938	5.469	0.6835	0.0135	0.1459	-0.0437
Si	13.6725	8.2035	0.6835	0.0101	-0.0859	0.0531
Si	5.469	10.938	0.6835	-0.0031	0.0935	-0.0301
Si	13.6725	2.7345	0.6835	0.0554	0.0389	-0.0489
Si	16.407	5.469	0.6835	-0.0763	-0.0474	-0.0337
Si	6.8362	6.8362	2.0507	0.1348	-0.0128	0.4425
Si	9.5708	9.5708	2.0507	0.1609	0.002	-0.3536
Si	6.8362	1.3673	2.0507	-0.0505	-0.1532	-0.5319
Si	9.5708	4.1018	2.0507	0.1006	0.1551	0.5865
Si	12.3052	6.8362	2.0507	-0.3967	-0.0075	-0.6666
Si	15.0397	9.5708	2.0507	0.1296	0.1764	0.5091
Si	12.3052	12.3052	2.0507	-0.0938	-0.0813	0.5014
Si	15.0397	4.1018	2.0507	0.0386	-0.0397	-0.7445
Si	8.226	5.4972	3.4977	-0.0004	-0.0045	0.0024
Si	10.9473	8.2049	3.3855	-0.0023	-0.003	-0.0063
Si	8.2091	10.9383	3.3648	-0.0032	-0.0062	0.0045
Si	10.932	2.7217	3.4925	-0.0025	0.0038	0.0062
Si	13.6235	5.4351	3.3002	0.007	-0.001	0.0023
Si	5.5119	8.2353	3.4667	0.0009	-0.0015	-0.0028
Si	13.6652	10.938	3.4914	-0.0017	-0.0025	0.0001
Si	5.474	2.738	3.3333	0.0016	0.003	-0.0063
Si	9.6461	6.9022	4.8743	-0.0003	0.0089	-0.0034
Si	12.2386	9.545	4.8385	-0.0025	-0.0051	0
Si	9.4532	12.3061	4.8128	0.0019	-0.0096	-0.0023
Si	12.4064	4.0781	4.7973	-0.0039	0.0051	-0.0008
Si	3.9877	6.8397	4.6155	-0.0037	-0.0072	0.0042
Si	6.9857	9.5797	4.8559	-0.0137	0.0032	0.01
Si	15.1037	12.3635	4.77	0.003	-0.0009	0.0015
Si	6.7941	4.0595	4.753	0.0036	-0.0089	-0.0074
Si	8.7844	8.6916	6.2661	-0.0098	-0.0109	-0.0094
Si	10.4147	10.5363	6.0275	-0.0013	0.0084	0.0012
Si	7.6525	2.2944	6.0917	0.0024	0.0011	0.0001
Si	11.5219	5.9192	5.9494	0.0229	0.0185	-0.0255
Si	2.2456	7.6694	6.0014	-0.0239	-0.0052	-0.0385
Si	5.984	11.4177	5.9442	0.0131	0.0075	-0.0083
Si	14.2566	3.2244	6.0746	-0.0002	0.0026	-0.0028
Si	4.8977	5.024	5.7539	0.0072	-0.0025	-0.0308
Si	11.4546	11.3035	7.9734	0.0263	-0.018	0.0026
Si	4.0638	9.2928	23.45	-0.0098	0.0238	0.0243
Si	4.0903	14.003	18.3411	-0.01	0.0017	0.0251
Si	10.9024	12.0196	16.9085	0.0043	0.0015	0.0018
Si	5.9414	8.3717	18.1549	-0.0001	-0.0003	0.023
Si	5.9762	5.7026	8.5071	0.0242	-0.0009	0.0001
Si	1.8499	9.9923	18.4006	0.0093	-0.0019	0.004
Si	10.0519	6.916	12.9213	-0.0061	-0.0055	-0.02
Si	5.7556	8.3692	20.9952	0.0207	0.0186	0.0083
Si	7.5093	10.93	20.8728	-0.0083	-0.0037	0.0165
Si	11.1113	7.7156	19.2845	-0.0044	0.001	-0.0034
Si	12.3164	3.7082	10.6269	-0.0129	0.0214	-0.0051
Si	12.3679	5.041	13.4911	-0.0111	-0.0168	0.0012
Si	1.6744	11.4727	21.1356	0.0093	0.0178	-0.0047
Si	7.7618	5.081	12.3328	0.0071	0.0046	-0.0194
Si	13.771	2.4423	8.2997	0.0014	-0.0183	0.0141
Si	5.3388	6.6778	11.1475	-0.0016	-0.0051	-0.0117
Si	3.1623	14.1905	20.5444	-0.0152	0.0135	0.0157
Si	8.2644	2.3262	11.0817	0.0124	0.0015	-0.0219
Si	6.9542	15.1052	17.9723	-0.0252	-0.0001	0.0158
Si	10.1874	9.7392	21.504	-0.004	0.0084	0.0012
Si	6.8158	11.4499	12.8943	-0.0096	0.0005	-0.0015
Si	4.8087	10.8801	8.8583	-0.0023	-0.0355	-0.0142
Si	5.4708	7.1862	15.2411	-0.0013	-0.0051	-0.0024
Si	2.3102	13.814	15.6718	-0.002	0.0146	0.0054
Si	8.4397	11.0864	15.6111	0.0018	-0.0033	0.0154
Si	10.8962	11.8006	10.8834	-0.0026	-0.0112	-0.0171
Si	10.3488	5.3514	8.7527	-0.0281	-0.0024	0.0175
Si	7.9243	3.296	8.2446	-0.0059	0.0122	0.0168
Si	4.7371	1.5029	14.634	-0.0084	0.0079	0.0112
Si	14.1685	7.5341	13.266	0.0046	-0.0013	-0.0097
Si	12.1101	8.9482	11.6195	0.004	-0.0014	-0.0376
Si	8.4393	7.8163	8.5436	0.0036	-0.0223	0.0221
Si	4.5857	11.0367	17.4238	-0.0007	0.0212	0.0129
Si	6.4067	15.2043	14.9619	-0.0066	-0.0046	0.0055
Si	8.4444	6.8556	17.9182	0.0026	-0.0019	0.0153
Si	13.4058	8.938	8.7737	0.0272	0.0269	0.014
Si	8.3133	7.9921	15.1702	-0.0053	-0.0004	0.0047
Si	6.8556	9.4707	10.6388	-0.0069	0.0045	-0.0128
Si	8.3591	12.4666	18.2648	-0.0051	-0.0158	0.0261
Si	1.2127	5.5437	21.3922	0.01	-0.03	-0.001
O	6.2482	5.7715	23.4474	0.0096	0.0085	-0.0051
O	9.2696	13.878	23.237	0.024	0.0193	-0.0202
O	14.933	6.8604	12.0065	-0.0105	0.001	0.0192
O	10.5566	11.3652	9.3396	0.0021	0.0055	0.017
O	8.1115	8.9983	9.6671	-0.003	0.0069	0.0002
O	4.5627	12.4087	18.3296	0.0027	-0.0079	0.0023
O	6.9584	7.4271	21.6075	0.0002	0.0088	0.0086
O	4.9888	11.4775	15.9184	0.0066	-0.0045	-0.0149
O	9.9322	12.7942	17.973	0.0028	0.0089	0.0014
O	6.0071	8.1381	10.9727	0.0057	0.0021	0.0055
O	1.9967	13.0287	20.718	-0.0038	-0.0128	0.0068
O	4.3589	14.0017	21.6687	-0.0129	0.0097	-0.0125
O	5.2379	11.5356	13.3596	0.0044	-0.0049	0
O	1.6605	14.9909	14.7602	0.0007	-0.0107	0.0071
O	5.3575	15.0566	18.322	0.0093	0.0018	-0.0002
O	10.0287	11.4751	15.636	-0.003	0	-0.0014
O	10.3292	8.8604	20.1353	0.0078	-0.0094	0.0104
O	7.6332	13.8367	18.7162	0.0061	0.0016	0.0078
O	12.7968	4.3601	12.0545	0.0019	0.0058	0.0116
O	8.0896	2.2019	9.4584	-0.0004	-0.0111	0.0145
O	11.5566	10.4959	11.6267	-0.0034	-0.0002	0.0084
O	13.3002	8.8247	12.747	0.0008	-0.0024	0.0107
O	10.9418	15.365	21.6251	0.0096	0.0045	0.0033
O	2.5206	15.6618	20.8652	-0.0125	0.0066	0.0058
O	6.3133	9.8627	20.6788	-0.0081	-0.0231	0.0057
O	14.8335	12.2505	8.9249	-0.0029	0.0071	-0.0026
O	4.242	7.9437	14.4763	0.0006	0.0002	0.0031
O	8.6741	5.4417	22.3903	0.0061	0.0119	-0.0001
O	6.5844	4.1877	8.6104	-0.0006	0.0112	0.0046
O	7.1837	14.9821	16.368	0.0103	0.0011	-0.0056
O	5.3887	5.5567	15.0489	0.0032	0.0047	0.0006
O	4.4925	8.5404	22.0161	0.0149	-0.0274	-0.0168
O	7.6944	5.5221	18.4919	0.0019	-0.0003	0.0035
O	5.424	7.5356	16.8417	0.0026	0.0017	-0.007
O	11.432	5.5167	7.5595	-0.0026	-0.0095	0.0059
O	10.9984	11.1642	21.2644	0.0065	0.0122	-0.0021
O	6.8375	7.7313	14.5086	0.0067	-0.0008	0.0063
O	6.9055	12.1704	21.7285	0.0146	-0.0037	-0.0094
O	10.8163	5.5562	13.4208	0.0062	0.0014	0.0059
O	13.5099	3.5595	9.497	0.0054	0.0004	0.0006
O	5.5305	10.815	7.4124	-0.0209	-0.0006	0.031
O	7.7347	11.8445	16.8812	0.0017	-0.002	-0.0128
O	8.4973	6.8256	16.2917	-0.0006	0.0008	0.0013
O	3.2373	14.3165	16.945	-0.0132	-0.0056	-0.0121
O	5.6853	9.9638	17.9407	0.0062	-0.0075	0.0024
O	5.2244	7.8202	19.5348	-0.0015	0.0006	-0.0209
O	14.0932	1.9105	14.6443	0.0028	-0.006	0.0035
O	9.2006	4.3205	8.2099	0.01	0.0026	0.0041
O	5.566	2.9141	14.6358	0.0036	-0.0062	-0.0033
O	2.2273	10.4965	19.9209	-0.0005	-0.0081	0.0012
O	9.5009	1.3635	11.5615	-0.0033	0.0001	0.0061
O	13.5206	7.7766	7.6423	0.01	0.0049	0.0275
O	8.1565	11.4018	19.4705	0.0091	0.0113	-0.0126
O	0.8513	6.5871	20.2093	-0.0007	0.0055	0.0034
O	14.8757	9.5291	9.118	-0.0179	0.0136	-0.0205
O	1.0904	13.0074	16.3451	0.0023	-0.0007	0.0044
O	11.8788	2.1604	10.9475	-0.0026	-0.0145	-0.0014
O	8.6452	10.1902	21.7742	0.0054	-0.0048	0.0005
O	5.0965	5.8282	7.177	-0.016	-0.0038	0.0147
O	12.6773	8.4811	10.1532	0.0043	0.0131	0.0062
O	3.1481	10.2544	17.4533	-0.0043	-0.0098	0.0008
O	1.3801	8.4219	18.4253	0.0029	0.0035	0.006
O	7.2841	10.0982	12.0925	-0.0003	0.0086	0.0141
O	7.5546	8.1507	18.3719	0.0048	-0.0013	-0.0035
O	13.2086	6.3757	13.8469	0.0057	0.0092	-0.0018
O	9.6937	6.8441	9.0462	-0.0072	0.005	-0.0034
O	7.1513	6.8215	8.442	-0.0022	0.0016	-0.0126
O	8.7193	6.3848	12.1571	0.0043	0.0011	0.0138
O	8.3051	9.4798	15.8133	0.0005	-0.0021	-0.0046
O	4.9409	6.0464	9.7067	0.0072	0.0022	-0.0024
O	6.2999	5.5584	11.8272	-0.0014	-0.0026	0.0154
O	9.5547	7.8731	14.1403	-0.0028	0.0005	0.0076
O	11.1189	4.6789	10.0356	0.0142	-0.0103	0.0107
O	6.98	1.8105	11.9217	0.0026	-0.0048	0.0118
O	5.9978	10.7035	9.9661	0.0042	-0.0132	-0.0052
O	12.5828	10.1445	8.0953	-0.0145	0.0062	0.0141
O	7.7649	11.5665	14.2177	0.0013	-0.0008	0.0081
O	9.9877	6.9655	18.3881	0.0005	0.0043	0.0101
O	8.4459	3.9111	11.4232	-0.0067	-0.0118	0.0091
O	12.3044	1.7754	7.8936	0.007	0.0092	0.0016
O	7.5779	4.5291	13.8548	-0.0026	-0.002	0.0041
O	10.9422	7.8629	11.9507	-0.0042	-0.004	0.0174
O	0.607	10.792	17.741	-0.0032	-0.0006	0.0033

Results
free energy: -128576.951 eV
free energy less fixed offsets of O -568.88, Si -635.61 eV per atom: -1.831 eV

The program warned: the cutoff lies below the one the program advises for these potential files; the forces do not sum to zero within the program's tolerance; the exchange-correlation potential is rough where the density is thin.
